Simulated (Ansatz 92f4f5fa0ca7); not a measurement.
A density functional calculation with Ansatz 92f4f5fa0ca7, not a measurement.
Periodic cell of 264 atoms, Si154O98B12, from a study of silicon, its oxide and their interface. The atomic structure is a simulated model.
Doubt: the cutoff is far below the 930 eV that the study's wrapper takes by default for these files, so forces and energies are approximate.
This geometry differs little from another in the collection (a relaxation step or a small displacement).

Settings
functional: PBE
potential files: Ansatz PAW
basis: plane waves
wave-function cutoff: 580 eV
density cutoff ratio: 5
exchange-correlation grid ratio: 1
k mesh: 1 x 1 x 1, Gamma-centred
self-consistency stop: 5e-08 eV per atom in the density residual
occupations: fixed
spin: none
net charge: 0

Cell vectors (angstrom)
a, 11.6015, 0, 0
b, 0, 13.3963, 0
c, 0, 0, 30.8955

Atoms: element, x, y, z (angstrom)
Si, 11.5811, 0.0986, 24.0296
B, 3.8534, 0.0292, 24.7205
B, 7.544, 0.0559, 24.7008
B, 2.038, 3.3145, 24.7231
B, 5.6768, 3.2058, 24.7405
Si, 9.7285, 3.3751, 24.219
Si, 11.3673, 6.8043, 24.2032
Si, 3.8062, 6.7342, 24.3123
Si, 7.6141, 6.6054, 24.454
B, 2.0263, 10.1618, 24.7357
B, 5.6827, 10.2143, 24.7572
Si, 9.5899, 10.1788, 24.0806
Si, 11.7894, 2.3251, 24.9387
Si, 3.8395, 2.1772, 24.879
Si, 7.5229, 2.1403, 24.8283
Si, 1.8461, 5.4246, 24.7788
Si, 5.671, 5.3053, 24.9772
Si, 9.588, 5.6025, 25.2271
Si, 11.7652, 9.1488, 24.8833
Si, 3.8688, 9.162, 24.9759
Si, 7.4645, 9.0644, 24.8759
Si, 2.0784, 12.2581, 24.7942
Si, 5.7193, 12.3555, 24.8943
Si, 9.4168, 12.4892, 24.839
Si, 11.6218, 2.205, 27.329
Si, 3.8689, 2.2245, 27.3517
Si, 7.7247, 2.2102, 27.2918
Si, 1.8996, 5.5646, 27.2393
Si, 5.7691, 5.5535, 27.3559
Si, 9.6808, 5.5448, 27.5113
Si, 11.604, 8.9527, 27.2865
Si, 3.8581, 8.9576, 27.3892
Si, 7.7192, 8.9439, 27.2818
Si, 1.9235, 12.2673, 27.2717
Si, 5.788, 12.2684, 27.3708
Si, 9.6459, 12.2813, 27.2564
Si, 1.9437, 1.0924, 28.123
Si, 5.8011, 1.111, 28.1269
Si, 9.6627, 1.0968, 28.1006
Si, 11.636, 4.4317, 28.1552
Si, 3.828, 4.4626, 28.1222
Si, 7.7059, 4.435, 28.1468
Si, 1.9166, 7.8038, 28.0953
Si, 5.8, 7.8144, 28.1113
Si, 9.6624, 7.8357, 28.1086
Si, 11.5887, 11.1754, 28.0968
Si, 3.8461, 11.18, 28.1433
Si, 7.7326, 11.159, 28.1184
Si, 1.9336, 1.1164, 30.5005
Si, 5.8008, 1.1164, 30.5005
Si, 9.6679, 1.1164, 30.5005
Si, 0, 4.4654, 30.5005
Si, 3.8672, 4.4654, 30.5005
Si, 7.7343, 4.4654, 30.5005
Si, 1.9336, 7.8145, 30.5005
Si, 5.8008, 7.8145, 30.5005
Si, 9.6679, 7.8145, 30.5005
Si, 0, 11.1635, 30.5005
Si, 3.8672, 11.1635, 30.5005
Si, 7.7343, 11.1635, 30.5005
Si, 0, 0, 0.3944
Si, 3.8672, 0, 0.3944
Si, 7.7343, 0, 0.3944
Si, 1.9336, 3.3491, 0.3944
Si, 5.8008, 3.3491, 0.3944
Si, 9.6679, 3.3491, 0.3944
Si, 0, 6.6981, 0.3944
Si, 3.8672, 6.6981, 0.3944
Si, 7.7343, 6.6981, 0.3944
Si, 1.9336, 10.0472, 0.3944
Si, 5.8008, 10.0472, 0.3944
Si, 9.6679, 10.0472, 0.3944
Si, 11.6057, -0.0013, 2.7581
Si, 3.8762, 0.016, 2.7805
Si, 7.7362, 0.0073, 2.7664
Si, 1.934, 3.3489, 2.7704
Si, 5.8037, 3.3386, 2.7688
Si, 9.6719, 3.3427, 2.7716
Si, 11.6023, 6.7039, 2.7764
Si, 3.8776, 6.6971, 2.7571
Si, 7.7535, 6.6995, 2.7843
Si, 1.9453, 10.0409, 2.7429
Si, 5.8225, 10.0652, 2.7582
Si, 9.7033, 10.0734, 2.7516
Si, 11.6031, 2.2175, 3.5506
Si, 3.862, 2.2588, 3.5784
Si, 7.7436, 2.2259, 3.584
Si, 1.9487, 5.5961, 3.5411
Si, 5.8025, 5.5729, 3.5381
Si, 9.6829, 5.5754, 3.5892
Si, 11.6241, 8.9441, 3.556
Si, 3.8785, 8.9441, 3.5143
Si, 7.7806, 8.9603, 3.5197
Si, 1.9454, 12.263, 3.517
Si, 5.8036, 12.2868, 3.5657
Si, 9.6683, 12.2991, 3.5457
Si, 11.4568, 2.0374, 5.932
Si, 3.8325, 2.4573, 5.9603
Si, 7.9031, 2.0049, 5.9865
Si, 2.0704, 5.7281, 5.9641
Si, 5.6761, 5.4858, 5.9274
Si, 9.6825, 5.6101, 5.9654
Si, 11.7973, 9.022, 6.0012
Si, 3.7503, 8.9787, 5.9536
Si, 7.7816, 9.1632, 5.8976
Si, 1.976, 12.0693, 5.9364
Si, 5.7738, 12.0785, 5.9859
Si, 9.7124, 12.2262, 6.0015
Si, 1.9201, 1.0238, 6.6285
Si, 5.7657, 1.0848, 6.6689
B, 9.6977, 0.9385, 6.1265
Si, 11.6571, 4.4046, 6.6504
B, 3.8362, 4.5668, 6.1063
Si, 7.7374, 4.3702, 6.6823
B, 1.9739, 7.8729, 6.1189
Si, 5.8381, 7.8564, 6.527
Si, 9.7441, 7.8958, 6.7207
B, 11.6719, 11.1329, 6.1432
B, 3.8666, 11.0621, 6.103
B, 7.7501, 11.2259, 6.1277
O, 5.6728, 1.1341, 8.347
O, 7.7669, 4.502, 8.3593
O, 9.7565, 7.7586, 8.392
O, 6.0812, 7.973, 8.1607
O, 1.914, 0.8454, 8.2928
O, 0.1826, 4.2666, 8.3102
O, 3.8817, 7.0226, 22.6658
O, 9.6241, 10.1157, 22.406
O, 10.6383, 7.0102, 22.6631
O, 8.0005, 6.2236, 22.8682
O, 11.4791, 13.6309, 22.3426
O, 10.0901, 3.3714, 22.5678
Si, 5.7324, 12.2489, 13.3075
Si, 7.7745, 6.7338, 15.6501
Si, 7.2148, 7.3928, 20.0157
Si, 8.317, 1.9885, 14.6598
Si, 9.4552, 4.836, 11.3278
Si, 0.3529, 3.9633, 9.8894
Si, 9.2458, 6.6007, 21.8889
Si, 9.4174, 7.7926, 9.9852
Si, 6.5894, 5.0835, 18.041
Si, 4.024, 11.3595, 15.5239
Si, 2.8035, 3.6935, 16.0055
Si, 3.0659, 8.2699, 18.9411
Si, 0.9019, 12.4735, 11.9273
Si, 5.2787, 1.9211, 9.7131
Si, 0.2407, 8.2882, 19.2478
Si, 10.6679, 13.3078, 14.3282
Si, 11.365, 9.1841, 16.2726
Si, 3.3507, 10.7013, 12.8332
Si, 9.6362, 4.6678, 14.5483
Si, 5.3081, 6.7676, 14.1718
Si, 0.8534, 7.823, 13.8807
Si, 1.9862, 5.8387, 11.7601
Si, 8.3977, 9.6946, 16.1837
Si, 1.2008, 11.9833, 16.2758
Si, 11.5074, 3.5734, 16.8508
Si, 3.9695, 4.4577, 19.5343
Si, 7.4244, 10.2762, 18.9585
Si, 6.0668, 1.6751, 12.4914
Si, 4.2242, 1.9512, 18.1803
Si, 7.1721, 1.9367, 17.5618
Si, 2.1059, 1.2864, 9.8422
Si, 8.5313, 11.0935, 13.6043
Si, 0.8065, 5.135, 19.3604
Si, 9.9938, 10.3425, 20.8328
Si, 3.0588, 6.9439, 15.9949
Si, 10.2869, 3.9407, 21.0581
Si, 4.0157, 8.1052, 11.5989
Si, 4.5943, 10.8471, 18.5992
Si, 9.8609, 1.7861, 18.9013
Si, 11.5455, 13.1396, 20.7794
Si, 4.447, 6.6425, 21.2121
Si, 6.8925, 4.5659, 9.7389
Si, 4.0532, 4.0137, 13.3152
Si, 6.362, 7.6501, 9.7099
Si, 10.8962, 9.8279, 11.8978
Si, 2.3271, 12.92, 18.9307
O, 5.7108, 1.2945, 17.9553
O, 4.6169, 7.1877, 15.5904
O, 7.0562, 8.6921, 19.0629
O, 4.2769, 9.3193, 19.019
O, 9.518, 12.1737, 14.2865
O, 8.6217, 10.6686, 19.9902
O, 0.9829, 6.4966, 12.9075
O, 2.7094, 12.3274, 15.7183
O, 9.8358, 4.832, 12.9293
O, 3.0929, 9.4227, 11.8714
O, 2.8185, 7.612, 17.4615
O, 2.3972, 4.7797, 19.1882
O, 1.6915, 9.0259, 19.3847
O, 6.2799, 1.3905, 10.8973
O, 9.4627, 10.1835, 12.6234
O, 1.2165, 2.6133, 10.1653
O, 5.6236, 3.5322, 9.6138
O, 3.5174, 11.8584, 19.2645
O, 6.2369, 6.0427, 9.9732
O, 2.1452, 11.7875, 12.7321
O, 9.1887, 6.0846, 15.1993
O, 0.9059, 10.3634, 16.1055
O, 7.8038, 10.5754, 17.4035
O, 7.4522, 1.564, 15.9833
O, 2.9296, 4.6251, 12.3086
O, 10.6524, 2.3599, 17.5652
O, 6.0757, 11.1787, 19.2071
O, 7.9242, 4.3025, 11.0054
O, 2.9684, 6.9656, 11.1028
O, 6.8919, 5.7468, 16.5919
O, 1.0884, 5.2559, 10.5537
O, 4.9856, 5.1265, 18.4092
O, 3.9317, 2.9862, 16.948
O, 5.1709, 8.4195, 10.5113
O, 4.4933, 10.8176, 16.9712
O, 10.4571, 8.8643, 10.657
O, 8.3919, 1.2471, 18.4146
O, 3.0581, 0.8358, 18.2983
O, 8.4503, 3.597, 14.7934
O, 7.8172, 10.1581, 14.7369
O, 5.0873, 2.9694, 12.6277
O, 5.3665, 12.0352, 14.8918
O, 0.4551, 6.7105, 19.6484
O, 7.5001, 1.7408, 13.2681
O, 0.0907, 12.9381, 15.5515
O, 4.9966, 5.2005, 13.8916
O, 5.9253, 7.2801, 21.0104
O, 1.5164, 13.2285, 20.3109
O, 11.3787, 8.025, 15.1031
O, 10.7964, 9.0552, 20.2173
O, 10.4865, 3.8054, 10.5897
O, 9.5835, 2.9621, 19.9808
O, 0.0428, 4.7702, 17.9578
O, 3.5313, 10.2513, 14.4087
O, 7.8343, 8.2094, 10.175
O, 7.3562, 6.006, 19.1545
O, 2.7154, 5.3371, 16.0838
O, 7.2814, 11.8951, 12.908
O, 9.6424, 6.3422, 10.7112
O, 8.5684, 7.7027, 20.8846
O, 3.2142, 3.2656, 14.4911
O, 4.7724, 11.3438, 12.3493
O, 6.9076, 7.0059, 14.293
O, 5.292, 0.3924, 13.084
O, 7.1344, 3.5407, 17.9406
O, 2.2316, 7.6951, 14.7841
O, 3.4224, 7.1615, 20.0616
O, 9.9843, 10.0062, 16.162
O, 4.2052, 2.8421, 19.5567
O, 3.6978, 1.6432, 10.0938
O, 0.3989, 9.0648, 12.8717
O, 10.6803, 0.6294, 19.7043
O, -0.0447, 13.3565, 12.9458
O, 9.8183, 1.3017, 14.5678
O, 9.5227, 5.3513, 20.9063
O, 4.419, 5.0102, 21.0097
O, 8.0896, 8.1205, 16.4246
O, 1.3852, 3.0246, 16.4423
O, 11.383, 8.3945, 17.6903
O, 4.764, 7.6836, 12.9672
O, -0.0086, 11.2195, 11.3457
O, 1.2248, 12.3372, 17.8712
O, 1.5316, 0.0588, 10.7805
O, 0.2545, 4.2087, 20.6117
O, 10.9998, 11.6132, 20.6948
O, 10.9132, 4.1511, 15.4338

Results
free energy: -155489.100 eV
free energy less fixed offsets of B -154.04, O -568.88, Si -635.61 eV per atom: -6.440 eV

Forces (eV/angstrom), in the order of the atoms: element, x, y, z
Si, 0.0143, -0.1036, 0.0303
B, 0.1566, -0.1176, 0.2451
B, -0.0889, -0.0646, 0.206
B, -0.1909, 0.0135, 0.071
B, 0.07, -0.0282, 0.1759
Si, -0.0826, -0.1185, 0.0149
Si, 0.0518, 0.1475, 0.0612
Si, 0.1476, 0.2423, 0.0596
Si, -0.2395, 0.0726, 0.0104
B, 0.1588, -0.0199, 0.096
B, 0.0234, 0.0048, 0.1803
Si, -0.0303, -0.019, 0.0841
Si, 0.2289, 0.0558, 0.049
Si, 0.0358, 0.0211, 0.0657
Si, -0.0324, 0.0384, 0.0049
Si, -0.0839, -0.1824, 0.0019
Si, -0.0239, -0.1173, 0.0376
Si, 0.176, -0.0644, -0.0904
Si, -0.0831, -0.0191, -0.0178
Si, -0.1853, 0.1501, 0.0699
Si, 0.1174, 0.0428, -0.0116
Si, -0.1251, 0.0122, 0.0272
Si, -0.0631, 0.0454, 0.0349
Si, 0.1003, 0.0116, -0.0454
Si, -0.0075, 0.0068, -0.0283
Si, -0.0113, -0.0251, -0.1527
Si, -0.021, 0.0045, -0.0994
Si, 0.0154, 0.0236, 0.0034
Si, 0.0043, 0.0037, -0.0457
Si, -0.0278, 0.0144, 0.0874
Si, 0.0178, -0.0048, -0.0186
Si, 0.0213, -0.0018, -0.1582
Si, -0.0839, -0.0072, -0.0305
Si, 0.0909, 0.0445, -0.1025
Si, -0.0274, 0.0477, -0.2459
Si, -0.0449, 0.0329, -0.027
Si, -0.0495, -0.0255, 0.0101
Si, 0.0481, 0.0076, 0.0455
Si, 0.0155, 0.0102, 0.0358
Si, -0.0054, -0.036, -0.0147
Si, 0.009, 0.0392, -0.0022
Si, -0.0129, -0.0167, 0.0115
Si, -0.0152, -0.0083, 0.0543
Si, 0.0296, -0.0053, 0.0434
Si, 0.0273, -0.0059, 0.0407
Si, -0.0304, -0.0399, 0.0301
Si, -0.0578, -0.0122, 0.0201
Si, 0.0797, -0.0208, 0.0213
Si, 0.0509, -0.1061, -0.0177
Si, -0.0196, -0.011, -0.0117
Si, -0.0163, -0.0073, -0.1766
Si, 0.1753, -0.1152, 0.177
Si, -0.1424, -0.0542, 0.0029
Si, -0.1132, -0.1868, 0.1168
Si, -0.0267, -0.1006, -0.2444
Si, 0.0019, -0.0501, -0.1265
Si, -0.0112, 0.1374, -0.1158
Si, -0.049, 0.0598, -0.2793
Si, -0.0385, 0.067, 0.1096
Si, 0.0022, 0.0145, -0.0649
Si, 0.0053, -0.0519, -0.0712
Si, 0.0127, 0.0639, 0.1311
Si, -0.011, -0.0137, -0.0113
Si, -0.0592, 0.0947, 0.1091
Si, 0.0883, -0.0135, 0.0388
Si, -0.0211, 0.0262, 0.0257
Si, 0.0253, 0.0464, 0.0295
Si, 0.0185, 0.0644, -0.0825
Si, -0.0026, 0.041, 0.0619
Si, -0.0045, 0.0019, -0.2406
Si, -0.0017, 0.027, -0.0943
Si, 0.11, 0.0563, -0.0962
Si, 0.0442, 0.0143, -0.0477
Si, -0.0193, 0.0237, -0.0284
Si, -0.059, 0.0464, -0.0169
Si, 0, 0.0171, -0.0282
Si, -0.0135, 0.0139, -0.0142
Si, -0.0007, 0.0061, -0.0112
Si, 0.0089, -0.0102, -0.0469
Si, 0.0112, 0.0229, -0.0803
Si, -0.0038, -0.0051, -0.0469
Si, -0.0183, 0.0192, -0.0794
Si, 0.0218, -0.0085, -0.0433
Si, -0.0131, -0.0191, -0.0164
Si, -0.0251, -0.0257, 0.0289
Si, 0.0073, 0.0012, -0.017
Si, 0.0276, -0.0263, 0.0236
Si, -0.0089, 0.0161, 0.0915
Si, 0.0115, 0.009, 0.0315
Si, 0.0152, -0.0163, -0.0198
Si, 0.0257, 0.0319, 0.1589
Si, 0.0258, -0.0324, 0.1894
Si, -0.036, 0.0365, 0.0667
Si, -0.0595, -0.0294, 0.1623
Si, 0.0492, -0.0634, 0.0701
Si, 0.0527, -0.0168, 0.1379
Si, -0.1132, 0.0818, -0.0243
Si, -0.0229, 0.0263, -0.0105
Si, 0.0939, 0.0971, -0.0142
Si, 0.0155, -0.1068, 0.0023
Si, 0.0463, -0.0954, 0.0027
Si, -0.084, -0.016, 0.0108
Si, -0.0435, -0.0484, -0.0102
Si, -0.0869, 0.0656, -0.0148
Si, 0.141, -0.0538, 0.0056
Si, 0.1154, 0.0012, -0.0444
Si, -0.0284, 0.1097, 0.0064
Si, -0.0594, -0.0366, -0.0361
Si, 0.0794, -0.1408, -0.007
Si, -0.039, -0.1311, 0.0029
B, -0.0043, -0.0427, -0.0947
Si, 0.233, -0.0626, 0.1085
B, -0.0808, 0.1202, -0.0375
Si, -0.0788, -0.0207, -0.0275
B, 0.1006, 0.1412, -0.1491
Si, -0.1517, 0.1629, -0.0937
Si, 0.0434, 0.1401, 0.0055
B, 0.0326, -0.0803, -0.2312
B, -0.1542, -0.1394, -0.1022
B, 0.0399, -0.0316, -0.1451
O, -0.0005, 0.026, 0.0089
O, 0.0151, -0.009, 0.0117
O, -0.0186, -0.035, 0.0844
O, 0.0342, -0.0226, 0.0045
O, -0.0103, 0.0297, 0.0517
O, -0.0574, 0.0179, -0.111
O, -0.0256, -0.0457, 0.0401
O, 0.0086, 0.0036, -0.0387
O, -0.0065, -0.0491, 0.0403
O, 0.0181, -0.0042, 0.0957
O, -0.0177, 0.0403, -0.0278
O, 0.0019, 0.0468, 0.0916
Si, 0.0031, 0.0002, 0.0059
Si, 0.0043, 0.0079, -0.0084
Si, 0.0024, 0.0114, -0.0376
Si, 0.0046, -0.0024, -0.0013
Si, 0.0056, 0.0085, 0.012
Si, -0.0267, 0.014, 0.0079
Si, 0.0302, 0.0362, -0.06
Si, -0.0005, -0.0248, -0.0317
Si, -0.0014, -0.0059, -0.016
Si, -0.0005, 0.0013, -0.0074
Si, -0.0022, 0.0012, -0.0003
Si, -0.0079, 0.0022, -0.0119
Si, -0.0094, -0.0146, 0.0278
Si, 0.0019, -0.0011, 0.0592
Si, -0.002, 0.0093, -0.0104
Si, -0.0106, -0.0027, 0.0107
Si, -0.0054, 0.009, -0.0032
Si, 0.011, 0.0055, 0.0143
Si, -0.006, -0.0035, 0.0068
Si, 0.0086, -0.0032, -0.0017
Si, -0.003, 0.0062, 0.0191
Si, 0.01, 0.0002, 0.0101
Si, 0.0062, 0.002, -0.0038
Si, -0.0016, -0.0025, -0.0023
Si, 0.0029, -0.0055, -0.0109
Si, -0.0055, -0.0074, -0.035
Si, 0.0114, 0.0065, -0.006
Si, 0.0037, -0.0092, 0.0246
Si, -0.0004, -0.0042, -0.0104
Si, 0.0011, -0.0058, -0.012
Si, 0.0008, 0.0178, 0.029
Si, -0.008, 0.005, 0.0093
Si, 0.0064, 0.0057, -0.0129
Si, 0.0057, 0.0174, 0.0165
Si, -0.0028, -0.0039, -0.0043
Si, 0.0126, -0.0014, -0.0384
Si, -0.0048, -0.0065, 0.0368
Si, -0.0032, 0.0044, -0.0158
Si, 0.0056, -0.0224, -0.0027
Si, -0.0079, -0.0061, 0.023
Si, -0.0087, -0.0115, -0.0538
Si, 0.0046, 0.0195, 0.0291
Si, 0.0056, -0.0008, 0.0085
Si, 0.0041, -0.0159, 0.0569
Si, -0.0043, 0.0043, 0.0224
Si, -0.0077, 0.0001, -0.0066
O, 0, 0.0036, 0.0057
O, 0.0007, -0.0009, 0.0014
O, 0.002, -0.0078, 0.012
O, 0.0026, -0.0047, 0.0095
O, 0.0048, 0.0026, -0.0008
O, -0.0059, -0.0004, 0.0028
O, 0.0025, -0.0069, -0.0094
O, 0.0012, 0.0012, 0.0038
O, -0.0039, -0.0009, -0.0098
O, 0.0011, -0.0082, -0.0057
O, 0.0015, 0.0015, 0.0096
O, 0.0014, 0.0024, 0.0101
O, 0.006, -0.0002, 0.0053
O, -0.013, 0.0043, -0.0379
O, 0.0069, -0.0038, -0.0048
O, 0.0022, -0.0057, -0.0054
O, -0.0062, 0.0022, -0.0145
O, 0.003, -0.0038, 0.0048
O, 0.003, 0.0018, -0.0141
O, -0.0066, 0.0053, -0.0054
O, -0.0043, 0.0026, -0.0009
O, 0.0011, -0.002, 0.0016
O, -0.0027, 0.0001, 0.0134
O, 0.0004, 0.0024, 0.0106
O, -0.006, 0.022, -0.0077
O, -0.0032, 0.0014, 0.0092
O, 0.001, 0.0004, 0.0117
O, -0.0101, -0.0013, -0.0123
O, -0.0079, -0.0086, 0.0064
O, -0.0005, 0.001, 0.0087
O, -0.0005, -0.0122, 0.0009
O, 0.0001, 0.0007, 0.0115
O, -0.0006, -0.0011, 0.0069
O, 0.026, -0.0178, -0.0326
O, 0.0033, -0.0039, 0.0105
O, -0.012, -0.014, -0.0217
O, 0.0025, 0.0053, 0.0077
O, 0.0034, 0.004, 0.0039
O, 0.0003, 0.0043, 0.0018
O, 0.0004, 0.0032, 0.0057
O, -0.001, 0.0035, -0.0024
O, 0.0008, -0.0001, 0.002
O, 0.001, -0.0089, 0.0091
O, -0.0046, 0.0012, -0.0034
O, -0.0005, 0.0025, -0.0003
O, -0.0035, 0.0074, 0.0027
O, -0.0026, -0.0026, 0.0196
O, 0.0087, 0.0044, 0.0033
O, -0.0035, -0.0017, 0.005
O, 0.0038, -0.005, 0.0016
O, 0.0096, -0.002, -0.0031
O, 0.0081, 0.0185, 0.0313
O, 0.0023, 0.0028, 0.0098
O, -0.0037, -0.0015, -0.0036
O, -0.0019, -0.0055, -0.0085
O, 0.0052, 0.0076, 0.0165
O, 0, 0.001, 0.0043
O, -0.0015, -0.0002, 0.0009
O, -0.006, 0.0107, -0.0052
O, 0.0138, -0.0319, 0.0313
O, 0.002, 0.0033, -0.0055
O, -0.0064, -0.0012, -0.0002
O, -0.0121, -0.0018, 0.0065
O, 0.0025, 0.0068, -0.003
O, -0.0012, 0.0063, 0.003
O, 0.0071, -0.0017, 0.0028
O, 0.0055, 0.0005, 0.0285
O, 0.0007, -0.001, 0.0035
O, -0.0013, 0.0073, 0.0061
O, -0.0011, -0.0077, -0.0144
O, 0.0009, 0.0038, -0.004
O, -0.0095, 0.0195, 0.0014
O, 0.0049, -0.0024, -0.0093
O, 0.0019, 0.0005, 0.0029
O, 0.0011, -0.0071, 0.0282
O, 0.0042, 0.0102, 0.0163
O, 0.0002, -0.0051, 0.0022
O, -0.0031, 0.0023, 0.0032
O, 0.0008, -0.002, 0.0122
O, -0.012, -0.01, -0.0013
O, 0.0019, 0.001, -0.0065
O, 0.0047, 0.0041, 0.0065
O, 0.0114, 0.0137, -0.0265
O, -0.008, -0.0007, -0.0014
O, -0.0064, -0.0066, -0.007
O, -0.0008, 0.0006, 0.0052

The program warned: the cutoff lies below the one the program advises for these potential files; the exchange-correlation potential is rough where the density is thin.
